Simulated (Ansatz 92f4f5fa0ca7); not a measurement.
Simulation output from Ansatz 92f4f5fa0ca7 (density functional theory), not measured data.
Periodic cell of 192 atoms, Si128O64, from a study of silicon, its oxide and their interface. The atomic structure is a simulated model.
This geometry differs little from another in the collection (a relaxation step or a small displacement).

Settings
functional: r2SCAN
potential files: Ansatz PAW
basis: plane waves
wave-function cutoff: 800 eV
density cutoff ratio: 5
exchange-correlation grid ratio: 1
k mesh: 1 x 1 x 1, shifted by 0.5 0.5 0 of a step
self-consistency stop: 1e-10 eV per atom in the density residual
occupations: fixed
spin: none
net charge: 0

Cell vectors (angstrom)
a 10.88 0 0
b 0 10.88 0
c -5.3694 2.2997 28.677

Atoms: element, x, y, z (angstrom)
Si 1.5708 -1.6854 0.0894
Si 4.4662 1.0881 0.1065
Si 1.1114 4.3889 0.0786
Si 3.8405 -3.8294 0.1997
Si -4.2733 -1.2037 0.1183
Si -1.6261 1.6934 -0.0411
Si 6.9631 3.8442 0.1164
Si -1.1466 -4.3155 0.0491
Si 2.7293 -0.006 1.2892
Si 5.4801 2.6747 1.4786
Si 2.6871 -5.424 1.4456
Si 5.4241 -2.6912 1.4766
Si -2.6731 0.0266 1.3066
Si -0.0326 2.7649 1.3324
Si 8.1507 5.4339 1.3726
Si -0.0034 -2.7739 1.4154
Si 1.3585 1.3678 2.6402
Si 4.0697 4.0647 2.7376
Si 1.343 -4.0882 2.8312
Si 4.0492 -1.3166 2.7842
Si 6.8644 1.3277 2.7925
Si 9.5105 4.0878 2.7644
Si 6.804 6.7925 2.7381
Si -1.351 -1.3457 2.6908
Si 0.0178 0.0105 4.0428
Si 2.6977 2.7043 4.0635
Si -0.0197 5.4282 4.1456
Si 2.7153 -2.702 4.1336
Si 5.449 0.0049 4.1251
Si 8.1818 2.7195 4.1306
Si 5.4404 5.4307 4.0847
Si 8.1649 -2.7055 4.0677
Si 1.3746 -1.3886 10.8856
Si 4.0775 1.372 10.8659
Si 1.3358 4.082 10.8722
Si 4.0675 -4.0631 10.8728
Si 6.7898 -1.3548 10.8599
Si -1.3633 1.3729 10.8629
Si 6.7997 4.0552 10.8623
Si -1.32 6.8249 10.8509
Si 2.7295 -0.0033 12.2127
Si 5.4256 2.7182 12.2444
Si 2.677 5.4693 12.2065
Si 5.4357 -2.7072 12.2301
Si -2.724 0.0068 12.1969
Si -0.0178 2.7218 12.2491
Si 8.206 5.4322 12.1392
Si 0.0268 -2.7341 12.2808
Si 1.3275 1.3047 13.5701
Si 4.0218 4.1162 13.5364
Si 1.3763 -4.1082 13.6768
Si 4.1067 -1.3076 13.5995
Si -4.069 1.3437 13.5743
Si -1.3604 4.1393 13.5801
Si 6.8459 -4.1248 13.4705
Si -1.3719 -1.3394 13.5634
Si -0.0685 0.0069 14.9981
Si 2.6836 2.698 14.8638
Si -0.0099 -5.4829 15.074
Si 2.758 -2.6591 14.9645
Si 5.5155 -0.0112 15.0085
Si -2.7684 2.7971 14.8772
Si 5.4528 5.4688 14.8244
Si -2.7048 -2.7809 14.8403
Si 1.0917 -1.6191 16.2585
Si 4.2787 1.607 16.1643
Si 1.1053 3.695 16.2868
Si 4.4558 -3.7663 16.1354
Si 6.7452 -1.6314 16.2539
Si -1.2815 1.6521 16.2266
Si -4.4081 3.8612 16.1913
Si -1.199 -3.8382 16.2927
Si 4.9297 4.562 -6.7868
Si -0.5338 1.534 -3.0133
Si 4.2897 -1.7447 20.405
Si 7.0654 -4.0958 -6.8926
Si 5.2172 2.5031 20.785
Si 7.5549 -1.8152 -4.7898
Si 3.503 -5.4077 -4.2464
Si 3.6196 1.2906 -2.7069
Si 6.1917 1.6272 -6.8437
Si 1.4204 4.7222 19.1065
Si 6.7221 4.6751 19.1916
Si 3.2049 0.9619 19.0668
Si 1.4288 -0.7826 -2.7251
Si 6.7729 -0.1877 21.0718
Si 2.7403 -2.4552 -4.8317
Si -2.3325 -0.1229 18.4267
Si -1.4476 -4.7386 19.2002
Si -2.0361 0.8432 -5.5611
Si 1.6556 3.5656 -2.8618
Si 0.8013 -0.5214 19.0371
Si 5.5681 -5.252 -2.0378
Si 7.8401 -3.0917 -2.1278
Si 5.0306 -0.2342 -4.8176
Si 4.0298 -4.5434 19.0004
Si 1.3487 -1.3362 5.4532
Si 4.0733 1.3764 5.4458
Si 1.3595 4.0564 5.4576
Si 4.0929 6.7994 5.4501
Si 6.8043 -1.3757 5.4549
Si -1.3294 1.3517 5.447
Si 6.7944 4.0806 5.4555
Si 9.5048 6.8198 5.4585
Si 2.7192 0.013 6.8055
Si 5.428 2.7313 6.8095
Si 2.7286 5.4323 6.7918
Si 5.4502 -2.7307 6.8181
Si -2.7076 -0.0054 6.7927
Si 0.0098 2.704 6.8245
Si 8.146 5.451 6.8073
Si -0.0063 -2.7048 6.8076
Si 1.3673 1.3541 8.1843
Si 4.0761 4.0891 8.171
Si 1.3659 6.7964 8.1356
Si 4.0779 -1.3577 8.1487
Si 6.7963 1.3523 8.1368
Si -1.3679 4.0824 8.1471
Si 6.7999 -4.0849 8.1842
Si -1.3582 -1.3496 8.1701
Si 0.0092 -0.0083 9.5402
Si 2.7149 2.7324 9.5247
Si 0.0033 5.4424 9.4908
Si 2.7193 -2.7231 9.4954
Si 5.4335 0.0051 9.5036
Si 8.1519 2.7106 9.4908
Si 5.4337 5.4395 9.5359
Si 8.1658 -2.7105 9.5182
O 3.8528 -4.5904 17.4041
O -1.0319 1.2594 -1.4919
O 2.734 -2.7555 -0.343
O 1.6072 -2.0004 -3.7593
O 2.1247 -2.7652 -6.2747
O 7.1927 -1.9246 -1.2125
O -0.0115 -5.401 -0.4191
O -0.0399 5.3926 18.8862
O -1.7807 -3.7117 -1.3239
O 6.9903 4.4565 17.616
O 3.8128 -0.4179 19.638
O 6.226 4.4097 -1.2139
O 1.8172 3.8066 -1.2646
O -2.3473 -0.7595 -5.5284
O 4.7564 0.9811 -3.7865
O 3.7956 -1.2472 -4.9514
O -0.0815 2.6471 16.7377
O -2.541 -2.4845 -3.5355
O 2.0884 4.902 -3.6603
O 5.3756 3.0106 -6.6917
O 1.5804 0.9053 19.2546
O 4.4959 -4.4787 -1.1224
O 5.5836 -2.7067 16.7284
O -1.8756 -4.0923 17.7766
O 7.5579 1.7014 -5.9959
O 0.1554 3.0067 -3.1321
O -0.8075 1.0446 -6.5962
O 5.3546 2.7482 16.6365
O 1.5624 -1.1719 17.7605
O 0.3548 -1.1773 -7.3713
O 2.6451 -5.1831 19.5886
O 5.3195 0.3858 -6.2782
O 8.1434 5.2798 19.7253
O -0.0085 -2.7715 16.5957
O 3.9129 2.1901 19.8594
O 7.7581 0.0741 19.8198
O 5.8165 -1.4834 20.8722
O 5.4049 -5.2821 19.4438
O 5.5116 -0.0875 -0.3541
O 7.6591 -1.1687 17.5516
O 1.0495 -1.3759 20.376
O 4.1402 1.8626 -1.2887
O 0.8185 -1.2685 -1.3019
O -2.2211 -4.3607 -7.0286
O 1.1861 3.6472 20.2907
O 6.2196 -5.395 -6.4331
O 0.4914 0.3427 -3.3782
O 6.2979 -1.0041 -4.1912
O 6.7425 -4.23 -2.4534
O 8.0798 2.7717 -0.402
O -0.7937 -0.5293 18.7665
O 4.7618 5.0503 -3.303
O 6.3735 3.3061 19.9909
O 2.6614 2.4047 -3.3401
O 2.8545 -0.099 -2.3768
O 4.1882 -3.0134 19.4442
O 3.7642 4.8512 -5.7036
O -2.1784 1.2286 17.5455
O 3.4472 -3.7965 -4.2842
O -1.7157 1.4213 -4.084
O -1.0719 -3.7204 20.4207
O 6.9425 -2.9172 -5.7914
O 3.5608 1.0474 17.5069
O 1.8522 4.0646 17.7012

Results
free energy: -118378.521 eV
free energy less fixed offsets of O -570.45, Si -639.56 eV per atom: -6.041 eV

Forces (eV/angstrom), in the order of the atoms: element, x, y, z
Si 0.0215 -0.0168 0.1291
Si 0.0132 -0.0215 0.1287
Si -0.0275 0.0233 0.1234
Si -0.0164 0.0177 0.1094
Si -0.015 0.0234 0.113
Si -0.0287 0.0175 0.1408
Si 0.0214 -0.0141 0.1042
Si 0.0172 -0.0179 0.1091
Si -0.0044 0.0053 -0.0075
Si -0.0006 0.0015 -0.0057
Si 0.0022 -0.0012 -0.0064
Si 0.0019 -0.002 -0.0088
Si 0.0021 -0.0028 -0.0077
Si 0.0029 -0.0023 -0.0107
Si -0.0023 0.002 -0.0087
Si -0.0022 0.0015 -0.007
Si 0.0003 -0.0004 0.0015
Si 0.0002 0.0005 0.0013
Si -0.0001 0.0002 -0.0001
Si 0.001 -0.0008 0.0006
Si -0.0001 0.0014 0.0005
Si -0.0005 0.0008 0.0005
Si -0.0004 0.0005 0.0017
Si 0.0002 0.0004 0.0015
Si -0.0001 -0.0002 -0.0008
Si 0.0001 0.0003 -0.0008
Si 0.0005 0.0001 0.0002
Si -0.0002 0.0006 0.0007
Si -0.0004 0 0.0007
Si -0.0001 -0.0006 0.0001
Si -0.0002 0.0001 -0.0006
Si -0.0004 0.0005 -0.001
Si 0 0 0.0002
Si 0.0004 0.0001 -0.0006
Si -0.0005 -0.0001 -0.0003
Si -0.0001 0.0006 -0.0001
Si -0.0004 0 -0.0008
Si -0.0001 0.0005 -0.0005
Si -0.0005 0.0001 -0.0008
Si 0.0005 0.0001 -0.001
Si 0.0006 -0.0002 0
Si 0.0003 0.0005 -0.0004
Si -0.0001 0.0016 -0.0008
Si -0.0005 0.0011 -0.0003
Si -0.001 0.0003 -0.0018
Si -0.0008 0.0004 -0.0008
Si -0.0002 -0.0013 -0.0001
Si 0.0004 0.0002 -0.0013
Si 0.0004 -0.0022 0.0019
Si -0.0023 0.0006 0.0012
Si 0.0015 -0.003 0.0017
Si -0.0011 0.0017 0.0008
Si 0.0009 -0.0018 0.0023
Si 0.0005 0.0034 0.0014
Si 0 -0.0006 0.002
Si -0.0015 0.0035 0.0019
Si 0.0009 -0.0002 -0.0081
Si 0.0005 0.001 -0.0075
Si -0.0011 0.0008 -0.0074
Si -0.0009 -0.0011 -0.0084
Si -0.0001 -0.0005 -0.0064
Si -0.0024 0.0006 -0.0074
Si -0.0003 -0.0012 -0.0074
Si 0.001 -0.0003 -0.0059
Si 0.0081 0.011 0.1324
Si -0.0258 -0.0141 0.1284
Si 0.024 0.0099 0.1315
Si -0.0117 -0.02 0.1153
Si 0.0201 0.0059 0.107
Si -0.0175 -0.0065 0.102
Si 0.0076 0.015 0.1282
Si -0.0174 -0.0022 0.132
Si -0.0368 0.0045 0.3076
Si 0.0471 0.0067 0.2897
Si 0.0037 0.0097 0.2286
Si -0.0224 0.0329 0.3023
Si -0.0259 0.0024 0.2738
Si 0.0345 0.0008 0.3029
Si -0.0086 -0.0251 0.3101
Si -0.0297 0.0327 0.2573
Si -0.02 -0.05 0.2939
Si -0.03 -0.0189 0.2731
Si -0.0146 -0.0302 0.247
Si 0.018 0.0032 0.2619
Si -0.019 0.0258 0.2602
Si 0.0219 -0.0113 0.3085
Si 0.0109 0.0275 0.3089
Si 0 -0.0044 0.2702
Si 0.0414 0.0121 0.2776
Si -0.0058 -0.011 0.3067
Si -0.0078 -0.0209 0.2414
Si 0.0175 -0.0048 0.272
Si 0.0241 0.0008 0.2573
Si 0.0028 -0.0242 0.2865
Si -0.0408 0.0176 0.265
Si -0.0017 0.0285 0.2253
Si 0.0002 0.0001 -0.0002
Si 0 0 0
Si -0.0004 0.0002 -0.0001
Si 0.0005 0.0006 -0.0002
Si -0.0005 -0.0003 0
Si 0.0003 0.0009 -0.0001
Si -0.0003 0.0007 -0.0003
Si -0.0004 0.0001 -0.0001
Si -0.0002 0.0005 -0.0011
Si -0.0002 0.0004 -0.0006
Si -0.0002 0.0005 -0.0009
Si -0.0002 0.0004 -0.0005
Si -0.0002 0.0005 -0.0009
Si -0.0001 0.0003 -0.0009
Si 0 0.0005 -0.001
Si -0.0002 0.0003 -0.0007
Si -0.0002 -0.0001 -0.001
Si -0.0002 0.0006 -0.0011
Si 0.0001 0.0003 -0.0009
Si -0.0002 0.0006 -0.0009
Si -0.0003 0.0001 -0.001
Si -0.0001 0.0005 -0.0011
Si -0.0001 0.0001 -0.0007
Si -0.0003 0.0004 -0.0012
Si -0.0002 0.0001 -0.0003
Si 0.0002 0.0003 -0.0003
Si 0.0001 0.0002 -0.001
Si -0.0001 0 -0.0007
Si 0.0001 0 -0.0007
Si 0.0003 -0.0002 -0.0009
Si -0.0002 -0.0001 -0.0003
Si -0.0003 0.0003 -0.0003
O 0.0147 0.0241 -0.1745
O 0.0448 -0.0073 -0.2054
O -0.0047 0.0047 -0.061
O 0.045 -0.0645 -0.1653
O -0.08 -0.0029 -0.235
O 0.0369 -0.0543 -0.1466
O 0.0066 -0.0051 -0.0529
O -0.0018 0.0001 -0.1008
O -0.0545 0.0412 -0.1348
O -0.0049 -0.0262 -0.1882
O -0.0247 0.0506 -0.1032
O -0.0455 0.0504 -0.1277
O 0.0231 -0.0334 -0.1885
O 0.021 0.0337 -0.1089
O 0.0627 -0.0574 -0.1608
O 0.0047 -0.0105 -0.0867
O -0.0082 -0.0038 -0.0602
O -0.0143 0.0583 -0.2102
O 0.0454 0.0545 -0.1173
O 0.0068 0.0116 -0.1031
O -0.0017 -0.0075 -0.0876
O 0.0465 -0.0457 -0.1415
O 0.0045 0.0074 -0.0617
O 0.0025 0.0326 -0.1825
O -0.0484 0.0263 -0.1215
O -0.015 -0.0111 -0.0851
O 0.0682 -0.0215 -0.1894
O 0.0019 -0.0019 -0.0649
O 0.0079 -0.0375 -0.1753
O -0.0091 0.0117 -0.0957
O 0.0192 0.0076 -0.0905
O 0.0391 0.063 -0.1598
O -0.016 -0.0033 -0.0926
O -0.0007 -0.0029 -0.0666
O -0.052 -0.0402 -0.132
O 0.0763 0.0024 -0.1992
O -0.037 -0.018 -0.0917
O -0.0044 0.0048 -0.0797
O -0.0062 0.0053 -0.0633
O -0.0543 -0.0415 -0.1348
O -0.0375 0.0527 -0.1993
O -0.03 0.001 -0.1761
O 0.0007 0.0338 -0.1793
O 0.0558 -0.0015 -0.1253
O 0.0285 0.0321 -0.203
O 0.0201 0.0099 -0.1
O -0.0184 0.0072 -0.0906
O 0.0019 0.002 -0.1022
O 0.0038 0.0122 -0.0922
O 0.0081 -0.0066 -0.0533
O -0.0299 0.0087 -0.0908
O -0.0732 -0.0063 -0.1755
O 0.0448 0.0614 -0.1202
O 0.0022 0.0048 -0.083
O 0.0023 -0.0041 -0.0991
O -0.0024 -0.0727 -0.1104
O 0.0701 -0.0388 -0.2112
O 0.0287 0.045 -0.1273
O -0.0132 0.0292 -0.1045
O -0.0717 -0.0348 -0.2026
O -0.0451 -0.025 -0.1965
O -0.0138 -0.0941 -0.18
O 0.0408 0.0227 -0.1955
O -0.0088 -0.0354 -0.1805

The program warned: the cutoff lies below the one the program advises for these potential files; the forces do not sum to zero within the program's tolerance; empty levels may hold ghost states of the PAW files; the exchange-correlation potential is rough where the density is thin.
